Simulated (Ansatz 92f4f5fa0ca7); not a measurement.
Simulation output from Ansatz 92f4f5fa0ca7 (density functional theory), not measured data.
Periodic cell of 215 atoms, Si133O82, from a study of silicon, its oxide and their interface. The atomic structure is a simulated model.
Doubt: the cutoff is far below the 930 eV that the study's wrapper takes by default for these files, so forces and energies are approximate.
This geometry differs little from another in the collection (a relaxation step or a small displacement).

Settings
functional: PBE
potential files: Ansatz PAW
basis: plane waves
wave-function cutoff: 580 eV
density cutoff ratio: 5
exchange-correlation grid ratio: 1
k mesh: 1 x 1 x 1, Gamma-centred
self-consistency stop: 5e-08 eV per atom in the density residual
occupations: fixed
spin: none
net charge: 0

Cell vectors (angstrom)
a  10.938  0  0
b  0  10.938  0
c  0  0  31.5589

Atoms and the computed forces on them: element, x, y, z (angstrom), force x, y, z (eV/angstrom)
Si  0.3069  -0.5931  24.22  0.0068  -0.0266  0.0253
Si  4.8271  0.4286  24.1505  -0.0406  0.014  0.0106
Si  3.1674  2.3258  24.2506  0.0298  -0.013  0.0259
Si  7.5123  3.3551  24.1566  0.0142  0.0517  0.0077
Si  -0.3776  5.8184  23.9068  -0.0224  0.0335  0.0027
Si  5.6721  5.0126  24.3334  -0.0246  -0.0687  0.0338
Si  2.255  8.8329  24.1362  -0.0208  0.033  0.0043
Si  8.8373  7.613  24.201  -0.0087  -0.0187  0.0246
Si  1.279  1.3301  25.2892  0.0086  -0.0102  -0.0086
Si  6.7697  1.3534  25.2497  0.0042  -0.0028  -0.0011
Si  4.1111  3.9459  25.6906  0.0125  0.0103  -0.0321
Si  9.4826  4.1619  25.2766  -0.0162  -0.022  -0.0113
Si  1.3854  6.8342  25.2018  -0.0012  -0.007  0.0029
Si  6.8284  6.8366  25.2959  0.0389  -0.0003  -0.0161
Si  3.9709  9.6679  25.5341  0.0036  -0.0044  -0.0034
Si  9.616  9.3887  25.5975  0.0175  -0.0137  -0.0277
Si  2.628  0.0926  26.8413  -0.0008  -0.0035  0.0202
Si  8.1859  -0.0104  26.7054  -0.0011  -0.0004  0.01
Si  -0.0569  2.7591  26.6673  0.001  0.0056  0.0108
Si  5.5658  2.6188  26.8772  -0.0217  0.0012  0.0322
Si  2.7027  5.488  26.7354  0.001  -0.0066  0.0068
Si  8.1815  5.5045  26.761  0.0037  0.0159  0.0139
Si  0.1166  8.0853  26.8409  -0.0126  0.0103  0.0091
Si  5.4611  8.2262  26.7158  -0.0081  0.0071  0.0153
Si  4.1018  1.3673  28.1407  -0.1173  -0.1621  0.7097
Si  9.5708  1.3673  28.1407  -0.153  0.0733  -0.6217
Si  1.3673  4.1018  28.1407  -0.3962  0.0696  -0.5263
Si  6.8362  4.1018  28.1407  0.4305  -0.0106  0.2695
Si  4.1018  6.8362  28.1407  -0.031  0.089  -0.4512
Si  9.5708  6.8362  28.1407  0.1081  -0.2903  0.3028
Si  1.3673  9.5708  28.1407  0.0388  -0.0899  0.5495
Si  6.8362  9.5708  28.1407  -0.1149  0.112  -0.3609
Si  0  0  29.5079  -0.0582  -0.2135  -0.0076
Si  5.469  0  29.5079  -0.2428  -0.1268  0.0739
Si  2.7345  2.7345  29.5079  0.1755  0.0066  -0.0223
Si  8.2035  2.7345  29.5079  0.0456  0.1617  0.0641
Si  0  5.469  29.5079  -0.2557  -0.1346  0.072
Si  5.469  5.469  29.5079  -0.0294  -0.088  -0.0425
Si  2.7345  8.2035  29.5079  0.1034  0.2413  0.0647
Si  8.2035  8.2035  29.5079  0.1349  0.0303  -0.0517
Si  1.3673  1.3673  30.8752  -0.0385  0.0416  -0.0084
Si  6.8362  1.3673  30.8752  0.016  -0.0014  -0.0588
Si  4.1018  4.1018  30.8752  -0.0822  0.0446  0.021
Si  9.5708  4.1018  30.8752  0.1525  -0.0347  0.0146
Si  1.3673  6.8362  30.8752  0.0009  -0.0551  -0.071
Si  6.8362  6.8362  30.8752  0.0024  0.042  -0.0094
Si  4.1018  9.5708  30.8752  0.0852  -0.1112  0.0141
Si  9.5708  9.5708  30.8752  -0.0879  0.0829  0.0235
Si  2.7345  0  0.6835  0.0754  -0.0845  -0.0263
Si  8.2035  0  0.6835  -0.0259  0.0032  0.0381
Si  0  2.7345  0.6835  -0.1174  0.0507  0.01
Si  5.469  2.7345  0.6835  0.0433  -0.0581  0.0099
Si  2.7345  5.469  0.6835  0.0017  0.0645  0.0464
Si  8.2035  5.469  0.6835  0.0215  -0.0865  -0.0221
Si  0  8.2035  0.6835  0.0306  0.0024  0.0115
Si  5.469  8.2035  0.6835  -0.0951  0.0757  0.0091
Si  4.1018  1.3673  2.0507  -0.1203  0.0283  0.0097
Si  9.5708  1.3673  2.0507  0.163  0.0161  -0.0941
Si  1.3673  4.1018  2.0507  -0.0142  -0.0777  -0.0436
Si  6.8362  4.1018  2.0507  0.0225  0.1624  0.0376
Si  4.1018  6.8362  2.0507  0.092  0.0032  -0.0678
Si  9.5708  6.8362  2.0507  -0.0756  -0.0246  0.0504
Si  1.3673  9.5708  2.0507  -0.011  0.1156  0.0455
Si  6.8362  9.5708  2.0507  0.0306  -0.1313  -0.0796
Si  0  0  3.418  0.1492  0.5892  -0.7294
Si  5.469  0  3.418  0.0702  -0.083  0.767
Si  2.7345  2.7345  3.418  0.066  -0.1503  -0.2782
Si  8.2035  2.7345  3.418  0.1261  -0.1995  0.454
Si  0  5.469  3.418  -0.0983  -0.3357  0.237
Si  5.469  5.469  3.418  0.0246  0.2209  -0.4719
Si  2.7345  8.2035  3.418  0.5502  0.1034  0.2955
Si  8.2035  8.2035  3.418  -0.5905  0.1324  -0.4588
Si  1.3745  1.3667  4.7772  -0.0073  -0.0166  -0.0159
Si  6.8437  1.3817  4.8802  0.0028  0.0086  -0.0046
Si  4.1444  4.0805  4.7182  0.0068  -0.0016  -0.0175
Si  9.5949  4.053  4.8523  0.0086  -0.0054  -0.0123
Si  1.4093  6.8031  4.7485  -0.0001  -0.0006  -0.0018
Si  6.7745  6.8796  4.7761  -0.0016  -0.0159  -0.0171
Si  4.1347  9.5526  4.9115  -0.0036  -0.0152  -0.0098
Si  9.4933  9.6747  4.6403  0.0288  0.0014  -0.0226
Si  2.7068  0.0184  6.2122  -0.0029  0.0322  0.0128
Si  8.2841  0.0002  6.2281  -0.0004  -0.0041  0.0088
Si  0.0956  2.7083  6.2781  -0.0061  0.006  0.0036
Si  5.4706  2.8238  6.2189  -0.0224  0.0068  0.0256
Si  2.7817  5.397  6.0826  -0.0051  0.0171  -0.0035
Si  8.1348  5.4677  6.0715  -0.0258  0.0093  0.0182
Si  -0.0215  8.3012  5.7982  -0.011  -0.0041  0.0217
Si  5.4886  8.1521  6.4013  0.01  0.0121  0.0056
Si  3.6675  1.8442  7.3879  -0.0073  0.0191  -0.0093
Si  10.1906  0.8426  7.4721  0.0447  -0.0061  -0.0028
Si  1.948  3.6787  7.4825  0.021  -0.037  0.0027
Si  6.3219  4.7547  7.4201  -0.017  0.0017  -0.0273
Si  4.3956  6.2742  7.5429  0.0168  -0.0425  -0.011
Si  9.2648  7.2477  7.038  0.0142  0.0473  -0.046
Si  0.8375  9.9173  7.2647  -0.0507  -0.0099  -0.0393
Si  7.574  8.9692  7.3491  -0.0028  -0.0395  0.0055
O  6.9218  4.8043  8.978  0.0044  0.0085  0.0466
O  7.8014  9.2614  8.9716  0.0259  0.001  0.0121
O  10.1265  6.8795  8.422  0.0056  0.0062  0.0544
O  0.9436  9.0605  8.6999  -0.0041  -0.0106  0.0363
O  4.2947  1.2703  8.8304  0.0044  -0.0014  0.0179
O  1.7663  4.3481  9.0173  0.0023  0.0135  0.011
O  10.1189  1.2549  9.0974  -0.0072  -0.0024  0.0126
O  3.7029  6.2103  9.1043  -0.0063  0.0103  0.0078
O  8.7408  8.2919  22.7012  0.0098  0.0025  -0.0082
O  7.7313  3.2194  22.5028  -0.0356  0.0018  -0.0322
O  4.757  5.3102  22.9305  -0.0015  0.0063  -0.0237
O  5.1225  3.0745  21.6728  0.0088  0.0001  -0.003
O  10.4476  10.4787  22.75  -0.0042  0.0065  -0.0051
O  0.1336  5.4244  22.321  -0.0001  -0.0094  -0.0131
O  2.8534  8.8818  22.5635  0.0107  0.0027  -0.0009
O  4.9847  -0.3442  22.6664  0.0017  -0.0073  -0.0053
Si  14.3439  2.0227  12.8447  0.0001  0.0008  -0.0034
Si  0.3119  2.9143  16.9482  0.0004  0.002  0.0006
Si  2.9338  5.0713  13.0276  -0.001  -0.0014  -0.0069
Si  -3.0662  4.6616  14.6249  -0.0001  -0.0045  -0.0052
Si  6.6848  14.1099  21.2415  0.0147  -0.0074  0.0322
Si  -2.3134  4.1924  17.4091  0.0017  0.0043  0.0004
Si  7.2169  19.6635  12.9714  0  0.0011  0.0009
Si  12.0558  6.5202  18.2664  -0.0036  -0.0052  0.0089
Si  3.731  -5.6993  19.2539  0.0017  0.0001  0.0131
Si  13.283  5.6298  9.8856  -0.008  0.0067  -0.0135
Si  1.2437  6.6836  15.0836  -0.0012  -0.0057  0.007
Si  11.957  11.1416  12.7713  -0.0043  0.0046  -0.0018
Si  5.6074  7.6746  19.7862  0.0038  -0.0018  0.0079
Si  6.4758  15.3287  10.485  0.0022  0.0013  -0.034
Si  7.8409  0.4944  20.266  -0.0117  0.0096  0.0122
Si  2.1412  9.556  14.8235  0.0017  -0.0003  0.0005
Si  10.9882  9.3288  19.2795  -0.0009  -0.0048  0.0059
Si  6.4056  -1.1028  17.8717  0.0046  0.0004  0.0059
Si  5.7349  6.0377  12.9598  -0.0051  -0.0022  0.0001
Si  8.5803  9.2226  10.394  -0.0087  -0.0001  -0.0295
Si  9.8363  13.3693  19.3984  0.0008  0.0018  0.0098
Si  2.5989  0.1035  19.2823  0.0023  -0.0059  0.0092
Si  -1.8324  9.4892  16.8307  0.005  -0.002  -0.0001
Si  4.075  -1.3378  21.7269  -0.0073  -0.0003  0.0124
Si  3.9615  4.146  22.0618  0.0089  -0.0105  0.0212
Si  10.0672  0.8928  10.6875  -0.0038  0.0023  -0.0255
Si  -1.5387  7.4752  14.7251  0.0016  0.0034  0.003
Si  0.1327  7.8053  9.3926  -0.001  -0.0032  -0.0064
Si  7.7965  5.7582  19.8124  0.0043  0.003  0.0076
Si  -0.4117  5.0935  20.7896  -0.0004  0.0035  0.0212
Si  6.1101  11.6418  12.6278  0.0013  0.0034  -0.0018
Si  9.3847  9.5487  21.9016  0.0114  -0.0182  0.0251
Si  14.9149  0.1107  16.6487  -0.0052  -0.0003  0.0005
Si  14.0625  2.6917  17.8216  0.0005  0.0024  0.0022
Si  -0.2513  0.397  15.2634  -0.0003  0.0014  0.0003
Si  8.4181  -8.1281  12.3626  0.0037  0.0029  -0.0046
Si  4.7026  1.7715  10.3096  -0.0065  0.0093  -0.0298
O  8.8661  -0.1917  10.9031  0.0017  -0.0057  -0.0009
O  4.7668  12.2128  13.3888  -0.0022  -0.0002  0.002
O  12.9294  1.3971  13.3269  -0.004  -0.0026  0.0014
O  14.1717  4.8013  20.7585  -0.0005  0.0064  -0.0116
O  7.1621  7.2464  20.0255  -0.0029  -0.0018  0.0037
O  4.0852  3.8949  18.3786  0.0015  -0.004  0.0018
O  3.5089  -0.3973  20.5279  -0.0054  0.0053  -0.0045
O  6.4323  4.8847  13.8936  0.0073  0.0011  0.0072
O  10.9859  2.0727  18.3199  0.005  -0.0013  0.0007
O  9.3643  11.9811  20.0628  0.0003  0.0015  0.0024
O  1.2467  6.8291  10.0341  -0.0063  0.0046  -0.0095
O  3.7889  12.6812  16.6632  0.0024  0.001  0.0023
O  -11.6523  8.9214  20.6537  0.0094  0.0015  -0.0106
O  5.7666  11.6659  11.0068  0.0034  -0.0027  0.0092
O  -0.5804  3.4707  20.5517  -0.0019  0.0025  -0.0013
O  8.5506  13.9313  18.5222  -0.0032  0.0033  -0.0018
O  -2.3288  -2.3594  13.818  0.0027  -0.004  0.003
O  8.5462  6.1127  14.8741  0.0001  -0.0002  0.0003
O  7.6607  3.986  16.1072  -0.0022  -0.0009  0.0003
O  6.8672  1.7501  20.5081  0.0122  0.0005  0.0173
O  -0.7587  4.1525  16.8528  0.0002  0.0001  0.0038
O  14.457  10.3141  15.2681  0  -0.001  0.0018
O  8.8177  3.7276  13.66  -0.0046  0.0096  0.0107
O  13.6096  -4.7832  18.4693  -0.0102  0.0018  0.0035
O  -1.2187  8.1487  16.1686  -0.0002  0.0021  0.0029
O  2.7348  1.7331  19.1074  0.0014  0.0012  0.004
O  -3.3962  8.5076  11.3999  -0.0014  -0.0026  0.0034
O  -1.104  -1.1621  18.2383  0.0006  -0.0016  0.0035
O  5.2842  3.2959  10.3024  -0.0024  -0.0086  -0.0027
O  2.2636  7.9681  15.1375  0.0021  0.0006  0.0003
O  1.8453  14.3716  17.1005  -0.0005  -0.0006  0.0022
O  15.0932  6.1053  13.263  0.0057  0.0035  0.0011
O  11.8054  -2.8649  18.6593  -0.0009  -0.0049  0.0045
O  5.9898  5.6705  11.3779  0.0029  0.0005  0.0112
O  -3.7681  10.6826  19.0115  -0.0035  -0.0012  0.0002
O  10.877  7.1001  14.1734  -0.001  0.0016  0.0004
O  -5.9503  6.2331  19.3914  -0.0039  -0.002  0.0029
O  12.7921  5.4485  14.196  -0.0037  0.0038  0.0044
O  7.757  14.6749  11.2098  0.0048  -0.0019  0.0065
O  0.1162  1.922  15.6834  0.0004  0.0005  0.003
O  4.9803  8.3839  21.1101  0.0058  -0.0053  -0.0037
O  2.536  5.1494  11.4379  -0.0003  -0.0028  0.0141
O  3.4489  14.4984  13.3334  0.0003  0.0011  0.0016
O  8.0425  -11.4764  21.5022  -0.0096  0.0173  -0.0167
O  5.5557  10.7932  16.8883  0.0025  -0.0002  0.0028
O  9.0775  5.8086  20.794  0.0055  -0.0078  -0.0036
O  11.5222  11.2397  11.2028  0.0074  -0.0006  0.013
O  -4.4585  10.1613  13.1914  0.0001  -0.003  0.0005
O  -1.6476  10.8466  15.9323  -0.0032  -0.0009  0.004
O  2.8511  3.2542  22.8755  -0.0046  0.0104  -0.0113
O  -4.0557  -6.4507  20.303  0.0043  -0.0036  0.0092
O  6.2376  7.5138  13.3914  0.001  -0.0007  -0.0013
O  1.0769  -0.3811  19.5596  -0.0009  -0.0019  0.0054
O  14.2929  12.7873  11.2175  -0.0004  0.0005  0.0107
O  18.4723  20.072  16.9558  -0.0033  -0.0005  0.0039
O  -0.3689  11.2681  13.6393  -0.0016  0.0004  0.0046
O  5.4554  8.6968  18.5319  0.0029  0.0068  0.0023
O  11.8723  -0.6617  15.6931  0.0004  0.002  0.0017
O  -0.9213  8.4404  10.4643  0.0018  -0.0032  -0.0009
O  11.2916  5.6142  19.422  0.0069  0.0133  -0.009
O  3.1142  -0.5469  17.8754  0.0054  0.0016  -0.0002
O  1.808  9.7635  13.2142  0.0031  -0.0023  0.0012
O  0.8729  6.2977  16.646  0.0009  0.0035  -0.0034
O  9.7309  2.1858  11.6239  -0.0029  0.0036  0.0058
O  7.3775  1.6829  12.9115  -0.003  -0.0017  0.0024
O  8.2213  16.4937  18.2283  0.0005  -0.0045  -0.0037

Results
free energy: -131182.720 eV
free energy less fixed offsets of O -568.88, Si -635.61 eV per atom: 1.570 eV

The program warned: the cutoff lies below the one the program advises for these potential files; the forces do not sum to zero within the program's tolerance; the exchange-correlation potential is rough where the density is thin.
